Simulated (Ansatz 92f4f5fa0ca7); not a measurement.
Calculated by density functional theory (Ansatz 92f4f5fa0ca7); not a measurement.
Periodic cell of 351 atoms, Si241O110, from a study of silicon, its oxide and their interface. The atomic structure is a simulated model.
Doubt: the cutoff is far below the 930 eV that the study's wrapper takes by default for these files, so forces and energies are approximate.
This geometry differs little from another in the collection (a relaxation step or a small displacement).

Settings
functional: PBE
potential files: Ansatz PAW
basis: plane waves
wave-function cutoff: 580 eV
density cutoff ratio: 5
exchange-correlation grid ratio: 1
k mesh: 1 x 1 x 1, Gamma-centred
self-consistency stop: 5e-08 eV per atom in the density residual
occupations: fixed
spin: none
net charge: 0

Cell vectors (angstrom)
a, 11.6015, 0, 0
b, 0, 13.3963, 0
c, 0, 0, 40.5332

Atoms and the computed forces on them: element, x, y, z (angstrom), force x, y, z (eV/angstrom)
Si, 0, 2.2327, 1.1851, -0.0046, -0.0003, 0.0143
Si, 3.8672, 2.2327, 1.1851, -0.0153, 0.0101, 0.0121
Si, 7.7343, 2.2327, 1.1851, 0.0144, 0.0188, 0.0265
Si, 1.9336, 5.5818, 1.1851, 0.038, -0.0185, 0.0072
Si, 5.8008, 5.5818, 1.1851, -0.0432, -0.0015, -0.0099
Si, 9.6679, 5.5818, 1.1851, 0.0033, -0.0382, -0.0002
Si, 0, 8.9308, 1.1851, 0.0254, -0.023, -0.0165
Si, 3.8672, 8.9308, 1.1851, 0.0006, 0.0142, -0.002
Si, 7.7343, 8.9308, 1.1851, -0.0004, -0.0281, -0.0231
Si, 1.9336, 12.2799, 1.1851, 0.0027, 0.0177, -0.0204
Si, 5.8008, 12.2799, 1.1851, 0.0039, -0.0042, 0.0625
Si, 9.6679, 12.2799, 1.1851, -0.0462, 0.0007, 0.0038
Si, 1.9336, 1.1164, 1.9745, -0.0227, -0.0715, -0.0066
Si, 5.8008, 1.1164, 1.9745, 0.0058, -0.0221, -0.0252
Si, 9.6679, 1.1164, 1.9745, 0.0081, -0.0368, 0.0005
Si, 0, 4.4654, 1.9745, -0.0586, 0.0488, -0.0168
Si, 3.8672, 4.4654, 1.9745, 0.0038, 0.0044, 0.0181
Si, 7.7343, 4.4654, 1.9745, 0.0258, 0.0242, -0.0144
Si, 1.9336, 7.8145, 1.9745, -0.0536, 0.0764, 0.0013
Si, 5.8008, 7.8145, 1.9745, 0.0407, 0.0001, -0.0066
Si, 9.6679, 7.8145, 1.9745, -0.0488, 0.1038, -0.0194
Si, 0, 11.1635, 1.9745, 0.0692, -0.0333, -0.0277
Si, 3.8672, 11.1635, 1.9745, -0.0671, -0.0179, -0.0071
Si, 7.7343, 11.1635, 1.9745, 0.1609, 0.0312, -0.01
Si, 1.9336, 1.1164, 4.3426, -0.0794, -0.1872, -0.113
Si, 5.8008, 1.1164, 4.3426, 0.0062, -0.049, 0.163
Si, 9.6679, 1.1164, 4.3426, -0.0144, -0.0777, 0.1671
Si, 0, 4.4654, 4.3426, -0.199, 0.0978, -0.2186
Si, 3.8672, 4.4654, 4.3426, -0.0055, -0.0237, -0.2582
Si, 7.7343, 4.4654, 4.3426, 0.0674, 0.082, -0.0673
Si, 1.9336, 7.8145, 4.3426, -0.1352, 0.2365, -0.0457
Si, 5.8008, 7.8145, 4.3426, 0.1136, 0.0061, -0.3054
Si, 9.6679, 7.8145, 4.3426, -0.0794, 0.2141, -0.074
Si, 0, 11.1635, 4.3426, 0.2315, -0.0603, 0.2776
Si, 3.8672, 11.1635, 4.3426, -0.1788, 0.0513, -0.0932
Si, 7.7343, 11.1635, 4.3426, 0.3652, 0.1475, 0.1997
Si, 0, 0, 36.1926, -0.3503, -0.0176, 0.0295
Si, 3.8672, 0, 36.1926, 0.2436, -0.0579, 0.026
Si, 7.7343, 0, 36.1926, 0.135, 0.2581, -0.1431
Si, 1.9336, 3.3491, 36.1926, -0.15, 0.0627, 0.2812
Si, 5.8008, 3.3491, 36.1926, 0.0126, -0.0737, 0.0987
Si, 9.6679, 3.3491, 36.1926, 0.0982, -0.2084, -0.3193
Si, 0, 6.6981, 36.1926, 0.4117, -0.2199, 0.1503
Si, 3.8672, 6.6981, 36.1926, -0.1153, 0.4241, -0.2248
Si, 7.7343, 6.6981, 36.1926, -0.4424, -0.0174, 0.2148
Si, 1.9336, 10.0472, 36.1926, 0.0584, -0.0885, -0.2971
Si, 5.8008, 10.0472, 36.1926, -0.0545, -0.3473, -0.1224
Si, 9.6679, 10.0472, 36.1926, 0.1091, -0.0671, 0.2388
Si, 0, 0, 38.5608, -0.1457, 0.0083, 0.0029
Si, 3.8672, 0, 38.5608, 0.0757, -0.0127, 0.0147
Si, 7.7343, 0, 38.5608, 0.0671, 0.1072, 0.0324
Si, 1.9336, 3.3491, 38.5608, -0.055, 0.021, 0.0089
Si, 5.8008, 3.3491, 38.5608, -0.0076, -0.0209, 0.0085
Si, 9.6679, 3.3491, 38.5608, 0.0373, -0.0727, 0.0272
Si, 0, 6.6981, 38.5608, 0.16, -0.08, -0.0097
Si, 3.8672, 6.6981, 38.5608, -0.0381, 0.1776, 0.0261
Si, 7.7343, 6.6981, 38.5608, -0.1724, 0.0055, 0.0008
Si, 1.9336, 10.0472, 38.5608, 0.0312, -0.0257, 0.015
Si, 5.8008, 10.0472, 38.5608, -0.0071, -0.1389, 0.0067
Si, 9.6679, 10.0472, 38.5608, 0.0447, -0.0349, -0.0055
Si, 0, 2.2327, 39.3502, 0.0188, -0.0014, 0.0248
Si, 3.8672, 2.2327, 39.3502, 0.0033, -0.0044, -0.0062
Si, 7.7343, 2.2327, 39.3502, -0.0174, -0.0153, 0.009
Si, 1.9336, 5.5818, 39.3502, -0.0266, 0.011, 0.0338
Si, 5.8008, 5.5818, 39.3502, 0.0365, -0.0029, -0.0036
Si, 9.6679, 5.5818, 39.3502, -0.004, 0.0402, -0.0728
Si, 0, 8.9308, 39.3502, -0.0318, 0.0189, -0.0072
Si, 3.8672, 8.9308, 39.3502, 0.0001, -0.0199, 0.0487
Si, 7.7343, 8.9308, 39.3502, 0.0025, 0.0209, 0.0208
Si, 1.9336, 12.2799, 39.3502, -0.0067, -0.0104, -0.057
Si, 5.8008, 12.2799, 39.3502, -0.0037, 0.0042, -0.0665
Si, 9.6679, 12.2799, 39.3502, 0.0405, 0.0014, 0.011
Si, -0.2942, 3.2369, 26.5544, -0.0167, -0.0116, -0.0225
Si, 8.2079, -0.4463, 26.2111, 0.0025, -0.0093, 0.0031
Si, 9.0076, -2.0549, 29.9858, 0.0252, -0.0279, -0.0083
Si, -2.0908, 4.9077, 29.8264, 0.0029, 0.0083, 0.0059
Si, 0.9783, 2.1134, 29.8903, 0.0276, -0.0129, -0.067
Si, 15.4216, 8.9151, 32.15, 0.0092, -0.0033, -0.0036
Si, 1.089, 0.0909, 28.6817, -0.011, 0.0149, 0.0036
Si, 2.0675, 4.9198, 29.8265, 0.0857, -0.0184, 0.0467
Si, 3.9369, 5.6074, 28.4853, -0.0432, 0.0359, -0.0025
Si, 2.121, 8.6056, 25.5438, 0.0008, -0.0037, -0.0046
Si, 5.5343, 15.4294, 26.4764, 0.0057, 0.0049, 0.0005
Si, 13.5712, 12.2286, 32.38, -0.0135, 0.0039, -0.0002
Si, 5.3557, 4.2682, 29.9829, -0.0411, -0.0177, -0.0059
Si, 6.6582, 5.858, 25.3514, -0.0175, -0.0282, 0.0164
Si, 9.6799, 5.4253, 32.2108, 0.0012, -0.0055, 0.0036
Si, 4.5962, 4.8805, 26.2853, 0.0063, 0.0062, -0.0066
Si, 3.8866, 7.94, 28.1512, 0.0326, -0.0622, -0.0357
Si, 6.7952, -1.1029, 30.0098, -0.0255, -0.022, 0.0132
Si, -4.7694, 8.2399, 27.3159, -0.0155, -0.0053, -0.0132
Si, 1.9279, 5.5888, 32.1493, 0.0176, -0.0467, -0.0624
Si, 5.7138, 15.3903, 21.902, -0.0076, 0.004, 0.0212
Si, 0.0299, 17.4225, 28.8436, -0.0306, -0.03, -0.006
Si, 5.9115, 10.875, 26.2443, 0.0139, -0.0145, -0.0113
Si, 10.2485, 11.6521, 27.9859, -0.0207, -0.025, 0.004
Si, 0.1399, 2.1373, 32.1594, 0.0142, 0.0226, 0.0318
Si, 3.7908, 2.2483, 32.4419, -0.0313, 0.0212, -0.053
Si, 7.7282, 2.3174, 32.1451, -0.0105, -0.006, -0.0004
Si, 7.5315, 3.1127, 29.8767, 0.0085, -0.01, 0.0019
Si, 5.734, 5.3755, 32.1562, 0.0053, 0.0141, 0.0179
Si, 7.0251, 0.9862, 28.7155, -0.0117, -0.0001, -0.0086
Si, -0.2791, 8.9239, 32.2369, -0.0093, 0.0075, -0.0037
Si, 3.5296, 9.4882, 29.8684, -0.0257, 0.0125, 0.0482
Si, 7.8013, 8.8431, 32.4066, 0.0081, -0.0102, 0.0017
Si, 2.2346, 12.0285, 30.0674, -0.0061, -0.0105, 0.0433
Si, 5.9487, 12.2762, 32.2538, -0.0054, 0.004, 0.0008
Si, 9.6596, 12.1923, 32.1603, 0.0063, -0.0012, 0.0119
Si, 1.9384, 1.0389, 33.1804, 0.01, 0.0012, 0.013
Si, 5.8277, 1.1444, 32.9843, 0.0039, -0.0028, 0.0118
Si, 9.6799, 1.0976, 32.8261, -0.0173, -0.0052, 0.0066
Si, 0.0498, 4.3779, 32.9831, -0.0121, -0.0044, 0.0178
Si, 3.8054, 4.4902, 33.1653, -0.016, -0.0334, -0.0362
Si, 7.7158, 4.4417, 33.0929, 0.0025, 0.0098, 0.0107
Si, 1.803, 7.8469, 32.8716, 0.0006, -0.018, -0.0007
Si, 5.7566, 7.6962, 32.8293, 0.0089, 0, -0.0018
Si, 9.6347, 7.6343, 33.2257, 0.0001, 0.0064, 0.0128
Si, -0.0251, 11.1281, 33.0438, -0.0032, -0.0041, 0.0005
Si, 3.9605, 11.1236, 33.0196, 0.008, 0.0124, 0.0004
Si, 7.79, 11.1111, 33.1658, 0.0063, 0.0053, 0.0039
Si, 1.9292, 1.107, 35.4917, -0.0003, -0.0004, -0.0091
Si, 5.8041, 1.1239, 35.375, 0.004, -0.0029, -0.0001
Si, 9.6718, 1.1146, 35.3009, 0.001, 0.0011, 0.0064
Si, 0.0063, 4.4562, 35.3737, -0.0094, -0.0023, 0.0011
Si, 3.8589, 4.482, 35.4821, 0.0043, -0.0027, 0.0005
Si, 7.7331, 4.4726, 35.437, -0.0011, 0.0004, 0.0085
Si, 1.9065, 7.8247, 35.3193, 0.0088, -0.0018, 0.0013
Si, 5.8002, 7.7942, 35.2933, -0.0096, 0.0008, 0.0125
Si, 9.6698, 7.7717, 35.5229, 0.0039, -0.0026, -0.0096
Si, -0.0048, 11.1642, 35.4071, 0.0018, 0.0001, 0.0003
Si, 3.8881, 11.1641, 35.3925, -0.0062, -0.0071, 0.0142
Si, 7.7375, 11.1628, 35.4805, 0.0005, -0.0064, 0.0046
Si, 0.0003, -0.006, 5.1589, 0.0049, -0.0008, 0.0044
Si, 3.8585, -0.0043, 5.1371, -0.0007, -0.0005, -0.0017
Si, 7.7326, 0.0103, 5.1795, 0.0072, 0.0005, 0.0018
Si, 1.9194, 3.3477, 5.0599, 0.006, -0.0036, 0.0021
Si, 5.8024, 3.3585, 5.106, 0.0017, -0.0027, -0.0008
Si, 9.6694, 3.3469, 5.1295, -0.003, 0.0016, 0.0022
Si, -0.0171, 6.7104, 5.1025, 0.0088, 0.0025, -0.0101
Si, 3.863, 6.7057, 5.0596, 0.0054, -0.0008, -0.003
Si, 7.7354, 6.7059, 5.1256, -0.0026, -0.0029, 0.001
Si, 1.9572, 10.0428, 5.2053, -0.0017, 0.0039, 0.0012
Si, 5.8075, 10.0583, 5.0586, 0.0007, -0.0034, 0.0014
Si, 9.7006, 10.0486, 5.1943, 0.0067, 0.0033, -0.0031
Si, 0.0089, -0.0014, 7.5516, 0.0031, -0.0003, 0.0041
Si, 3.8343, 0.0046, 7.5091, -0.0002, 0.0015, 0.0043
Si, 7.7257, 0.0495, 7.5891, -0.002, -0.0015, -0.0064
Si, 1.886, 3.3556, 7.3805, -0.0016, 0.0108, 0.0081
Si, 5.7887, 3.4012, 7.454, -0.0006, -0.0015, -0.0012
Si, 9.6588, 3.3675, 7.4978, 0.0003, -0.002, -0.007
Si, -0.0442, 6.7466, 7.4524, 0.0007, -0.0075, 0.0195
Si, 3.8601, 6.7378, 7.3769, -0.0031, 0.0018, 0.0071
Si, 7.7279, 6.7585, 7.4872, -0.0005, -0.0089, -0.0005
Si, 2.1102, 10.0484, 7.6414, -0.0104, -0.0059, 0.0108
Si, 5.917, 10.0951, 7.3761, -0.0046, 0.0005, 0.0073
Si, 9.8614, 10.0761, 7.6194, -0.0239, -0.0038, 0.0051
Si, -3.9011, 2.3447, 8.3345, 0.0043, -0.0019, -0.0073
Si, 6.6273, -1.5048, 14.3876, 0.0044, -0.0131, -0.0084
Si, 3.6649, 2.5115, 10.4088, -0.0266, -0.0221, 0.014
Si, 0.9071, 4.9377, 13.3636, 0.0244, 0.0099, -0.006
Si, 1.8974, 5.6036, 8.0468, 0.0034, -0.0004, -0.0034
Si, 9.6258, 5.597, 8.2856, -0.0013, 0.0003, -0.0172
Si, 0.2194, 8.8858, 8.4656, 0.0243, 0.0004, -0.0015
Si, 4.1293, 8.8884, 8.2989, -0.0056, -0.0012, 0.0012
Si, 3.1407, 4.2077, 13.4221, -0.028, -0.0042, -0.0364
Si, -2.1721, 5.5819, 10.6498, -0.0055, 0.0199, 0.0056
Si, 5.7676, 12.2782, 8.273, 0.0048, -0.0038, 0.0017
Si, 10.1294, 14.6808, 13.575, 0.022, 0.0012, -0.0045
Si, 3.3513, -0.3168, 17.1434, 0.0004, -0.0037, -0.0084
Si, 5.755, 5.6553, 8.1992, -0.003, -0.0005, 0.0042
Si, 10.257, 5.3188, 17.6253, 0.0056, 0.0045, -0.0046
Si, 7.2959, 4.975, 11.4657, 0.0294, -0.0085, -0.0442
Si, 8.371, 0.2936, 16.0089, -0.0023, -0.0103, -0.012
Si, 7.9346, 5.6208, 14.4913, -0.0247, -0.0204, -0.0009
Si, -0.1456, 4.4726, 11.2982, 0.0076, -0.0012, -0.0021
Si, 1.9342, 12.2868, 8.4431, -0.0002, -0.0008, -0.0072
Si, 7.573, 11.3496, 11.4776, 0.0031, -0.0121, -0.0474
Si, -3.1179, 13.7302, 18.8773, -0.0019, -0.0056, 0.0017
Si, 7.7033, 7.097, 17.1018, -0.0007, -0.0021, -0.0139
Si, 9.5608, 7.8282, 11.2438, 0.0058, -0.0063, 0.0318
Si, 5.4216, 6.0504, 10.5079, -0.0092, 0.0085, 0.0017
Si, 6.8758, 2.938, 15.418, 0.0081, 0.0183, -0.0089
Si, 13.5889, 1.2504, 11.5245, 0.0184, 0.0203, -0.0268
Si, -4.1288, 2.6496, 10.6964, -0.0152, -0.0128, 0.0135
Si, 5.187, 8.5034, 10.4824, 0.0089, -0.0247, -0.0094
Si, 11.6022, 2.2466, 8.2911, -0.0005, 0.0035, -0.0026
Si, 2.0159, 12.2829, 10.8786, 0.0049, -0.0112, -0.006
Si, 2.9812, 1.8517, 13.6621, 0.0053, 0.0067, 0.0021
Si, 11.379, 3.7689, 15.0635, -0.0225, -0.023, 0.0224
Si, -1.9896, 11.2571, 20.3324, 0.007, -0.0197, 0.0008
Si, 0.3804, 7.9486, 10.7381, -0.0095, -0.0028, -0.0288
Si, 9.4197, 12.5805, 10.7819, -0.0046, 0.0092, 0.0029
O, 15.8816, 35.0973, 21.6197, 0.0039, -0.0087, -0.0055
O, -35.6822, 18.8208, 23.2332, -0.0064, 0.0105, -0.0066
O, 5.2249, 41.1874, 25.2619, -0.0056, 0.0001, -0.0073
O, 8.7685, 19.3618, 17.5889, 0.0038, 0.0009, 0.0044
O, -7.3015, -30.7164, 11.5445, -0.0243, 0.0181, 0.0229
O, -17.0741, 4.531, 19.1759, 0, -0.0041, 0.0038
O, 3.7667, -1.0254, 15.7446, -0.0008, -0.0025, 0.0061
O, 7.289, 20.1185, 15.5378, 0.0133, 0.0047, 0.0091
O, 1.9122, 25.8767, 20.4958, -0.0037, 0.0015, 0.004
O, -4.7811, -14.6214, 25.9096, 0.0085, 0.0044, 0.0024
O, 12.9027, 21.6705, 16.8124, -0.0018, -0.005, 0.001
O, 9.4407, 6.1612, 14.1431, 0.0005, -0.0077, 0.012
O, -22.4897, 35.104, 26.3066, -0.0046, 0.0029, 0.0042
O, 13.7379, 27.504, 16.8016, -0.0014, -0.0026, 0.0043
O, 17.1223, 35.0003, 28.2688, -0.0094, 0.0059, 0.0088
O, 36.8132, 23.5383, 24.938, -0.0075, 0.0085, -0.0029
O, -10.8158, 25.9686, 25.362, 0.0083, 0.0044, -0.0012
O, -6.1086, 41.7617, 20.3374, 0.0049, -0.0016, -0.0008
O, 13.6852, -3.0224, 29.8254, 0.0044, 0.005, -0.0345
O, 8.3512, 17.4535, 20.6206, 0.005, -0.0055, -0.002
O, -5.3144, 24.3866, 22.6489, 0.0155, -0.0027, 0.0025
O, -7.0499, 13.9576, 17.8666, 0.0017, 0.004, 0.0087
O, -8.2895, 8.4265, 26.6582, -0.0176, 0.0143, -0.0076
O, -5.6021, 30.3878, 21.7795, 0.0049, -0.002, -0.0095
Si, 0.845, 20.6951, 13.0895, 0.0048, -0.0193, 0.0154
Si, 3.8188, 29.0806, 8.1191, -0.0004, 0.0013, -0.0064
Si, -6.3265, 14.664, 13.3651, -0.0088, 0.0074, -0.0192
Si, -1.2292, 20.3006, 22.6751, -0.0017, 0.046, -0.0188
Si, 19.1879, 9.9986, 22.5407, -0.0129, 0.0064, -0.0032
Si, -1.8352, 9.463, 17.6014, 0.0078, -0.0071, -0.0033
Si, 7.3213, 20.2936, 22.3905, -0.0147, -0.0095, 0.0126
Si, -8.0622, 4.8163, 11.192, 0.0193, -0.0115, 0.0156
Si, -5.9672, -1.0186, 10.6394, -0.0175, -0.0048, -0.0016
Si, 22.2281, -3.197, 14.8943, 0.0054, 0.0123, -0.0126
Si, 16.474, 11.3041, 29.0707, 0.0372, 0.0356, -0.0286
Si, 15.0068, -3.7241, 21.783, -0.0041, -0.0003, 0.015
Si, 16.9199, 19.236, 18.5801, -0.014, 0.0057, 0.0003
Si, -7.3641, 31.066, 16.241, 0.0073, -0.026, 0.0121
Si, -9.8348, 9.0247, 15.4409, 0.0046, 0.0053, 0.0075
Si, -22.3173, 11.2423, 24.415, 0.0016, -0.0038, -0.0017
Si, -7.5922, -2.3962, 14.889, -0.0113, 0.0108, 0.0015
Si, 11.0093, 12.1946, 12.48, 0.0145, -0.0097, -0.0134
Si, -0.6133, 8.8064, 27.1033, 0.0115, 0.0047, -0.0015
Si, 3.8898, 24.4874, 11.7171, 0.022, 0.0023, -0.0165
Si, 2.1521, 15.4597, 15.8753, 0.0141, -0.0004, 0.0108
Si, 13.0701, 13.9854, 25.842, 0.0012, -0.0095, -0.0227
Si, -3.2965, 16.8511, 25.7101, -0.018, 0.0177, 0.0183
Si, -6.0191, 14.7257, 11.0948, 0.0194, 0.0021, 0.0151
Si, -10.509, 8.0608, 20.8877, -0.0136, 0.0001, -0.0013
Si, 9.8766, 9.4117, 24.5231, 0.0339, -0.0169, 0.0032
Si, 3.3129, 16.2752, 30.2342, -0.0192, 0.075, 0.1242
Si, -0.067, 15.6273, 10.6609, -0.0053, 0.0124, 0.0001
Si, -13.0717, 20.9092, 13.4768, -0.0159, 0.0314, -0.0234
Si, -4.0244, -4.2597, 10.5363, -0.0071, 0.011, 0.0079
Si, 3.1934, 11.8223, 19.7588, -0.0056, -0.0047, 0.0109
Si, -10.9035, 25.8133, 21.5651, 0.0069, -0.0069, 0.0044
Si, -11.4884, 21.488, 17.9478, -0.0058, 0.0074, -0.0034
Si, -0.6132, 28.6552, 22.1237, 0.0134, -0.0067, 0.0058
Si, 5.392, 27.1407, 19.2671, -0.0127, -0.0026, -0.0024
Si, -13.5248, 25.7185, 8.411, 0.0031, -0.0003, -0.0004
Si, -7.4902, 14.0785, 24.1012, 0.0042, 0.0085, 0.0156
Si, 1.5032, 19.1911, 10.3112, -0.0115, 0.015, -0.0038
Si, -2.1171, 16.5984, 19.8166, 0.0008, 0.0052, -0.0021
Si, 23.4457, 17.7948, 23.796, 0.0185, 0.0029, 0.0122
Si, -4.8122, 31.3125, 20.6784, -0.0091, 0.0168, 0.0184
Si, 2.8622, 32.8092, 23.86, 0.0122, 0.0052, 0.0052
Si, -2.2208, 1.4593, 11.3861, -0.0009, -0.0194, 0.0108
Si, 8.3107, 1.4354, 23.5856, -0.0054, 0.0058, 0.0243
Si, 7.8478, 9.0309, 8.2071, 0.0033, 0.0079, 0.0091
Si, 3.7287, 6.8315, 21.1826, -0.0092, 0.0045, 0.0124
Si, 9.3557, 20.6599, 29.0831, 0.0161, 0.0128, -0.005
Si, -6.8016, 24.3877, 23.3898, -0.0123, -0.0055, -0.0151
Si, -2.2093, 9.0575, 30.6559, -0.009, 0.0234, -0.0178
O, -11.8839, 7.4629, 21.4904, -0.0375, -0.015, 0.0544
O, -37.9428, 0.4127, 24.8507, -0.0024, 0.0027, -0.0087
O, 13.2657, 18.4368, 23.3813, -0.0133, -0.0093, 0.0002
O, -5.3077, 2.4233, 13.9825, 0.0095, 0.0012, 0.0187
O, -13.2326, 37.3413, 16.3548, 0.003, 0.0018, 0.0119
O, -16.2209, 41.4269, 22.6462, -0.0052, -0.0025, -0.0062
O, -4.9642, 19.4633, 21.1795, 0.0034, -0.0017, 0.0058
O, 4.5947, -14.2019, 20.0917, 0.0032, 0.0041, -0.0037
O, -32.1725, 14.3663, 24.7486, -0.0035, -0.0042, 0.007
O, 0.7327, 11.5953, 11.7178, -0.015, -0.0012, 0.0211
O, -24.4069, 24.6078, 13.6447, 0.0029, -0.0096, 0.0104
O, 11.6735, 2.8909, 23.1937, -0.0096, -0.0093, -0.0058
O, -21.4155, 9.2176, 21.8464, -0.0078, -0.0024, -0.0024
O, -11.9946, 12.9585, 28.1964, 0.0292, 0.0274, 0.0103
O, 19.1203, 11.309, 13.1522, -0.0017, 0.0044, 0.039
O, -8.1201, 37.1191, 20.2767, -0.0038, -0.0011, -0.0043
O, -15.0983, 27.2903, 27.5518, 0.004, -0.0003, 0.0037
O, -7.6543, 18.2785, 14.7406, 0.0066, 0.005, 0.0226
O, -3.5632, 5.0631, 25.8017, 0.004, -0.0055, 0.0005
O, 6.7928, 6.1749, 23.7534, 0.0102, 0.0137, -0.0249
O, 11.9404, 13.9834, 21.8233, -0.0065, 0.0028, 0.0016
O, -1.3719, -9.2805, 18.7075, -0.0037, -0.0007, 0.0044
O, -30.415, 15.0743, 22.8221, 0.0047, -0.0023, -0.0098
O, -2.2441, 40.6606, 14.7502, -0.0119, 0.0035, 0.0074
O, -14.0403, -0.6118, 20.0003, -0.0003, 0.0058, -0.0019
O, -12.5765, 18.0737, 16.1816, 0.0106, -0.0054, -0.0112
O, 13.7388, 20.2168, 20.8238, 0.0014, 0.0016, 0.0028
O, -18.9431, 12.5337, 23.5839, -0.0008, 0.0046, 0.0047
O, 6.9855, -3.6212, 26.8119, -0.0088, 0.0041, 0.0056
O, -24.4278, 34.8221, 23.8361, -0.0081, 0.0186, -0.0353
O, 19.1231, 15.0733, 16.2105, -0.0036, -0.005, 0.0048
O, -14.6363, 10.529, 21.3526, 0.0006, 0.0001, 0.0023
O, -21.3189, -5.4337, 14.2032, -0.0045, 0.0046, -0.0085
O, -14.734, 36.7677, 23.9286, 0.0147, -0.0067, -0.0019
O, 0.3763, 41.9936, 26.0464, -0.0037, 0.0126, 0.0103
O, -2.4603, 0.0246, 17.4143, -0.0012, -0.0024, 0.0093
O, 5.6161, 10.7036, 14.8864, -0.0056, -0.0065, 0.0068
O, 17.966, -6.4161, 18.0311, 0.003, -0.0035, 0.0072
O, -2.7073, 6.7381, 22.0747, 0.044, 0.0161, 0.0324
O, 12.2421, 29.4515, 15.9144, -0.0046, 0.0017, 0.0027
O, 13.6631, 0.3295, 27.346, 0.0041, 0.0006, 0.0209
O, -0.9045, 2.7243, 20.7829, -0.004, -0.0068, 0.0075
O, -0.4243, 10.2863, 27.7987, 0.0069, -0.0057, 0.0053
O, 24.5077, -1.6303, 22.9335, -0.0165, -0.0019, 0.0093
O, 27.0998, 46.1783, 22.588, 0.0023, -0.0005, -0.0085
O, -0.5827, 23.9537, 24.3527, -0.0344, -0.0372, 0.0065
O, 18.2191, 7.3478, 25.9913, 0.0101, 0.0048, 0.0006
O, -4.1162, -1.035, 15.6822, 0.0007, 0.0138, 0.0077
O, -30.3596, 3.2335, 26.3881, 0.013, 0.0007, 0.0203
O, 3.4991, 18.7577, 25.1851, -0.0035, -0.0012, 0.0048
O, 18.5015, 13.3502, 18.831, 0.0001, 0.0023, 0.003
O, 19.9719, 2.9775, 24.1492, 0.0032, -0.0135, -0.0132
O, -7.2051, 6.3762, 19.7942, 0.0071, -0.0024, -0.0015
O, -8.7174, 11.8915, 18.1597, -0.0019, 0.0004, 0.0038
O, 10.6978, 7.5981, 28.1609, -0.021, -0.001, 0.0124
O, 19.635, 34.406, 28.1816, 0.004, -0.0029, 0.009
O, 3.2125, 9.7597, 15.582, -0.006, -0.0025, 0.0024
O, -3.2098, -4.821, 17.3073, -0.0079, -0.0143, 0.0056
O, -3.6368, 17.5273, 15.1743, -0.0069, 0.0003, -0.001
O, 4.3023, 5.4453, 17.3631, 0.002, -0.0063, 0.0011
O, -18.3787, -2.1539, 27.4057, -0.0092, -0.0047, 0.0322
O, -11.799, 13.6303, 13.2546, -0.0026, 0.0153, -0.0021
O, 3.7843, 25.8544, 29.6097, 0.0008, -0.0044, -0.0087
O, 0.6482, -16.6456, 15.0563, 0.0038, -0.0071, 0.0016
O, -16.1948, -24.0688, 26.3588, 0, -0.0024, 0.0064
O, -6.5073, 10.3836, 24.9064, -0.0059, -0.004, 0.0041
O, 3.5539, 24.653, 13.334, -0.005, -0.0036, 0.0071
O, -11.8662, 19.8817, 18.0173, -0.0052, -0.0045, -0.0015
O, 9.9336, 8.757, 14.5444, -0.0039, -0.0167, -0.008
O, -0.5185, 11.4514, 21.0331, -0.0043, 0.0025, 0.0049
O, 17.1761, 1.2581, 27.9183, 0.0017, 0.005, -0.0072
O, -1.8869, 8.9846, 26.0909, 0.006, -0.0031, -0.0346
O, -14.4861, 15.2976, 19.2136, -0.0005, -0.0007, 0.0045
O, -16.0749, -7.9601, 13.0766, 0.0003, 0.0122, 0.0404
O, -8.5127, 16.5845, 16.6269, 0.0116, 0.0132, -0.0046
O, 5.7629, -0.2118, 13.894, 0.0143, -0.0049, 0.0115
O, -5.9276, 16.9124, 16.3239, -0.0059, 0.0096, -0.0016
O, -13.7868, 11.9095, 26.5783, -0.0179, 0.0178, -0.0061
O, -1.9407, 16.4552, 26.5172, 0.0152, 0.0021, 0.0045
O, 18.6058, 8.4912, 22.3074, 0.0027, -0.004, 0.0007
O, -12.7815, 29.5879, 14.1269, 0.0034, 0.0113, 0.0071
O, 9.6302, 23.7404, 18.9807, -0.0036, 0.0085, 0.0136
O, 2.3662, 7.536, 24.3094, -0.0071, 0.0133, 0.0089
O, 9.6094, 14.5929, 22.6625, 0.0056, -0.0001, -0.0086
O, -11.4693, 17.7463, 25.4284, 0.0007, -0.0091, 0.0152
O, 0.7524, 8.5913, 19.3796, 0.0056, -0.004, 0.0158

Results
free energy: -215753.231 eV
free energy less fixed offsets of O -568.88, Si -635.61 eV per atom: 5.579 eV

The program warned: the cutoff lies below the one the program advises for these potential files; the exchange-correlation potential is rough where the density is thin.
